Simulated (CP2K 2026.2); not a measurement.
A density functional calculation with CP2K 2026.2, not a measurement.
Periodic cell of 504 atoms, Si360O144, from a study of silicon, its oxide and their interface. The atomic structure is a simulated model.
Doubt: the forces sum to 2.72 eV/angstrom along one axis rather than to zero, so they err by at least 0.0054 eV/angstrom per atom on average; the grid cutoff is modest.

Settings
functional: PBE
method: Gaussian and plane waves
basis set: DZVP-MOLOPT-SR-GTH
pseudopotentials: GTH-PBE
grid cutoff: 350 Ry, relative cutoff 50 Ry
k points: Gamma only
occupations: fixed
spin: none
net charge: 0

Cell vectors (angstrom)
a 16.32 0 0
b 0 16.32 0
c 0.0707 1.9451 33.5969

Atoms and the computed forces on them: element, x, y, z (angstrom), force x, y, z (eV/angstrom)
Si 1.134 15.323 0.043 0.043 -0.164 0.719
Si 4.411 3.252 33.596 -0.116 0.28 0.744
Si 1.034 4.226 0.164 0.207 -0.059 0.752
Si 3.862 6.988 0.241 0.026 -0.153 0.654
Si 1.67 9.181 0.214 -0.146 0.047 0.728
Si 4.248 13.781 33.53 0.067 0.2 0.658
Si 6.557 17.219 33.57 0.225 -0.188 0.739
Si 9.371 3.74 33.421 0.035 -0.255 0.738
Si 7.485 6.277 33.576 -0.373 0.001 0.564
Si 9.81 6.674 0.68 0.168 -0.016 0.623
Si 6.434 11.48 33.546 0.285 0.009 0.542
Si 9.879 11.969 0.253 -0.388 0.149 0.719
Si 12.296 14.741 0.061 -0.062 0.171 0.703
Si 15.191 1.153 0.056 -0.148 0.06 0.711
Si 11.84 6.383 33.537 0.329 -0.136 0.713
Si 15.195 8.409 33.527 -0.21 0.296 0.685
Si 12.082 9.656 0.181 0.36 -0.214 0.576
Si 14.592 14.457 33.474 0.348 -0.128 0.751
Si 2.728 0.142 1.33 0.054 0.017 -0.01
Si 5.594 2.985 1.124 0.041 -0.003 -0.054
Si 2.653 5.39 1.408 -0.028 -0.004 -0.05
Si 5.384 8.151 1.554 0.001 0.002 -0.02
Si 2.745 10.811 1.475 0.027 -0.01 -0.059
Si 5.378 13.542 1.157 0 -0.031 -0.044
Si 8.154 0.129 1.169 -0.008 0.018 -0.067
Si 10.832 2.769 1.316 -0.004 0.024 -0.072
Si 8.298 5.402 1.819 -0.033 -0.052 0.006
Si 11.073 8.226 1.703 0.011 0.053 0.025
Si 8.08 10.765 1.199 -0.017 -0.038 -0.065
Si 10.884 13.611 1.526 0.03 -0.002 -0.024
Si 13.561 16.308 1.289 0.004 -0.024 -0.068
Si 16.258 2.676 1.488 -0.019 -0.017 -0.062
Si 13.522 5.402 1.267 -0.02 -0.01 -0.08
Si 16.272 8.056 1.313 0.008 -0.003 -0.064
Si 13.652 10.9 1.37 0.002 0.033 -0.069
Si 16.255 13.612 1.166 -0.011 -0.005 -0.033
Si 1.393 1.394 2.785 -0.003 -0.003 0.028
Si 4.137 4.089 2.654 0.005 -0.026 0.018
Si 1.286 6.746 2.763 -0.016 0.021 0.034
Si 4.061 9.513 2.901 -0.034 -0.039 0.038
Si 1.303 12.27 2.614 0.005 0.032 0.01
Si 4.048 14.94 2.586 0.022 0.014 0.015
Si 6.819 1.487 2.587 0.016 0.013 0.023
Si 9.626 3.953 2.964 0.055 -0.019 0.033
Si 6.783 6.812 2.876 0.002 0.021 0.006
Si 9.444 9.537 2.758 0 0.019 0.03
Si 6.784 12.225 2.577 -0.009 0.01 -0.001
Si 9.452 15.064 2.648 -0.036 0.007 -0.008
Si 12.217 1.376 2.634 -0.003 -0.014 0.021
Si 14.841 4.058 2.724 0.008 0.033 0.041
Si 12.401 6.757 2.861 0.014 -0.055 0.019
Si 15.014 9.509 2.685 0 -0.002 0.006
Si 12.27 12.212 2.802 0.005 -0.024 0.035
Si 14.941 14.939 2.654 0.005 -0.023 0.041
Si 16.317 16.294 4.045 -0.024 -0.013 -0.011
Si 2.783 2.749 4.075 -0.012 0.019 0.015
Si 16.252 5.397 4.102 0.006 -0.007 -0.024
Si 2.655 8.117 4.144 -0.006 0.011 -0.011
Si 0.021 10.892 4.044 0.004 -0.01 0.017
Si 2.687 13.619 3.995 -0.005 -0.014 -0.002
Si 5.444 16.349 3.926 -0.012 0.018 -0.038
Si 8.145 2.644 4.167 -0.024 -0.014 -0.007
Si 5.398 5.426 4.131 -0.004 -0.006 0.005
Si 8.161 8.181 4.17 0.019 0.007 0.018
Si 5.472 10.934 4.093 0.025 -0.006 -0.009
Si 8.116 13.624 3.975 0.001 -0.019 -0.011
Si 10.858 16.348 4.031 -0.001 0.021 -0.007
Si 13.537 2.693 4.087 -0.009 0.013 0.015
Si 10.969 5.426 4.189 -0.026 -0.005 0.008
Si 13.702 8.18 4.147 0.008 0.01 0.006
Si 10.833 10.892 4.107 0.003 -0.018 -0.01
Si 13.627 13.606 4.098 0.016 -0.007 -0.005
Si 1.355 14.967 16.33 0.008 -0.004 -0.008
Si 4.092 1.371 16.351 0.008 0.006 -0.013
Si 1.375 4.067 16.368 -0.009 0 0.002
Si 4.052 6.747 16.321 -0.008 -0.011 -0.01
Si 1.362 9.496 16.296 -0.011 0.004 -0.013
Si 4.07 12.256 16.28 -0.003 -0.004 -0.007
Si 6.819 15.005 16.364 0.023 -0.003 0.003
Si 9.508 1.404 16.327 -0.008 0.002 -0.012
Si 6.781 4.078 16.338 0.006 0.006 -0.007
Si 9.522 6.782 16.32 -0.011 -0.003 -0.01
Si 6.812 9.511 16.272 -0.008 0.004 -0.009
Si 9.526 12.274 16.299 0.011 0.012 -0.003
Si 12.282 14.979 16.302 0.008 -0.002 -0.002
Si 14.967 1.367 16.381 -0.004 -0.005 -0.012
Si 12.233 4.065 16.369 -0.013 0.007 -0.006
Si 14.967 6.763 16.288 -0.005 -0.013 -0.016
Si 12.24 9.52 16.281 0.006 0.009 -0.012
Si 14.946 12.221 16.28 -0.015 -0.007 -0.016
Si 2.731 16.322 17.688 -0.014 -0.008 0.004
Si 5.424 2.744 17.74 -0.001 -0.016 -0.01
Si 2.728 5.4 17.773 0.022 0.009 -0.005
Si 5.437 8.133 17.586 0.015 0.011 -0.006
Si 2.696 10.906 17.623 0.013 -0.01 0.024
Si 5.429 13.602 17.649 -0.015 0.012 -0.018
Si 8.152 16.43 17.733 -0.019 -0.006 0.001
Si 10.858 2.708 17.745 0.003 -0.001 0.002
Si 8.166 5.414 17.682 -0.007 0.002 0.013
Si 10.867 8.19 17.641 -0.002 -0.002 -0.008
Si 8.172 10.88 17.622 -0.005 -0.018 -0.003
Si 10.914 13.637 17.633 0 0.001 0.024
Si 13.595 16.325 17.735 0.003 0.002 -0.016
Si 16.345 2.718 17.748 0.006 -0.008 0.012
Si 13.617 5.441 17.686 0.011 -0.012 0.014
Si 0.04 8.073 17.636 0.012 0.003 -0.017
Si 13.631 10.828 17.646 -0.009 -0.003 0.008
Si 16.27 13.597 17.635 -0.001 -0.008 -0.004
Si 1.408 1.337 19.103 -0.003 0.028 -0.036
Si 4.077 4.041 19.183 -0.01 -0.007 0.002
Si 1.345 6.761 19.109 -0.019 -0.003 -0.005
Si 4.067 9.493 18.895 0.001 0.013 -0.04
Si 1.291 12.242 18.976 0 -0.027 -0.03
Si 4.089 14.956 19.03 0.014 -0.011 -0.027
Si 6.771 1.459 19.166 0.027 -0.014 -0.02
Si 9.494 4.074 19.11 -0.033 0.004 -0.021
Si 6.784 6.803 18.969 -0.014 0.012 -0.045
Si 9.502 9.535 19.013 0.014 0.014 -0.017
Si 6.788 12.211 18.953 -0.028 -0.001 -0.02
Si 9.626 15.097 18.976 0.052 0.028 -0.049
Si 12.216 1.341 19.12 -0.035 -0.023 -0.007
Si 14.965 4.093 19.088 0.013 0.013 -0.042
Si 12.26 6.87 18.977 0.018 0.009 -0.018
Si 15.023 9.419 18.967 -0.027 0.009 -0.034
Si 12.238 12.196 18.949 -0.003 -0.002 -0.045
Si 14.961 14.935 19.061 0.006 -0.019 -0.003
Si 16.361 16.251 20.427 -0.001 -0.002 0.064
Si 2.749 2.642 20.596 -0.011 -0.039 0.063
Si 16.323 5.416 20.531 -0.008 -0.02 0.073
Si 2.741 8.192 20.333 0.02 0.024 0.07
Si 0.045 10.757 20.322 0.015 0.011 0.058
Si 2.642 13.616 20.308 -0.001 0.031 0.022
Si 5.398 16.326 20.45 -0.005 0.007 0.042
Si 8.116 2.826 20.62 -0.007 0.013 0.051
Si 5.472 5.489 20.416 0.015 0.006 0.071
Si 8.092 8.199 20.328 -0.015 0.001 0.053
Si 5.419 10.809 20.269 0.015 -0.005 0.027
Si 8.208 13.665 20.097 0.019 0.008 0.035
Si 10.913 16.352 20.603 -0.021 -0.029 0.056
Si 13.568 2.722 20.421 0.017 0.01 0.053
Si 10.876 5.556 20.305 -0.047 0 0.044
Si 13.662 8.138 20.385 0.003 0.016 0.055
Si 10.891 10.86 20.359 0.034 -0.006 0.045
Si 13.579 13.525 20.333 -0.01 -0.005 0.073
Si 1.612 15.123 21.812 -0.189 -0.107 -0.761
Si 3.876 17.345 21.966 0.146 0.193 -0.71
Si 1.04 3.714 21.815 0.206 0.24 -0.779
Si 4.268 7.049 21.659 -0.069 -0.094 -0.713
Si 1.681 9.745 21.725 -0.22 -0.129 -0.718
Si 3.814 11.991 21.446 0.037 -0.009 -0.716
Si 7.111 15.149 21.491 -0.249 -0.096 -0.827
Si 9.224 17.497 21.902 0.413 0.285 -0.653
Si 7.077 4.598 21.887 -0.168 -0.377 -0.753
Si 9.355 6.756 21.634 0.194 0.131 -0.743
Si 6.478 9.253 21.679 0.115 0.161 -0.796
Si 9.656 12.509 21.461 0.066 -0.148 -0.725
Si 11.996 14.547 21.738 0.102 0.249 -0.779
Si 15.131 1.475 21.662 -0.185 -0.114 -0.717
Si 12.394 4.39 21.6 -0.084 -0.189 -0.729
Si 14.695 6.551 21.82 0.288 0.237 -0.734
Si 12.537 9.752 21.645 -0.194 -0.137 -0.816
Si 14.769 11.902 21.536 0.027 0.162 -0.783
Si 16.248 13.431 23.87 0.076 -0.01 -0.211
Si 11.331 13.033 26.074 -0.141 0.066 0.017
Si 8.499 17.602 24.788 0.082 0.143 -0.04
Si 14.024 17.432 24.476 0.108 -0.094 -0.077
Si 15.051 17.815 28.959 -0.041 -0.037 -0.089
Si 1.242 5.515 30.802 -0.08 -0.038 0.13
Si 9.226 13.569 31.163 0.165 -0.038 0
Si 1.773 11.783 25.791 0.028 -0.1 -0.115
Si 12.706 6.094 25.64 -0.063 0.058 0.133
Si 3.453 6.436 24.556 0.007 0.055 -0.168
Si 8.934 14.767 26.019 0.097 -0.066 0.14
Si 7.496 5.446 27.451 0.048 0.067 0.066
Si 14.68 12.987 30.613 -0.105 0.06 0.092
Si 14.81 4.048 30.753 0.005 0.091 0.176
Si 10.622 18.103 31.334 0.021 0.134 0.137
Si 11.966 17.371 28.69 -0.096 0.058 0.146
Si 6.858 14.502 29.879 -0.028 0.063 0.021
Si 14.211 8.569 30.459 0.135 -0.1 0.221
Si 12.093 3.522 24.411 0.046 0.097 -0.028
Si 11.087 8.106 23.892 0.003 0.054 -0.136
Si 6.661 13.098 27.099 0.021 0.026 -0.024
Si 7.866 9.149 32.242 -0.277 -0.143 0.08
Si 10.613 14.607 28.482 -0.019 0.041 -0.11
Si 15.485 6.828 24.861 -0.049 0.079 -0.132
Si 2.361 15.384 31.47 0.019 -0.069 0.212
Si 4.643 7.762 31.082 -0.032 0.043 -0.004
Si 6.02 8.037 28.533 -0.065 0.003 0.036
Si 5.391 1.841 24.728 -0.059 0.031 -0.074
Si 10.567 5.42 27.979 0.079 0.109 -0.101
Si 2.624 12.117 28.697 0.103 -0.117 0.059
Si 0.743 11.252 31.023 0.001 -0.124 0.068
Si 6.125 3.107 29.106 0.008 -0.041 0.007
Si 1.517 8.794 24.723 -0.007 -0.011 -0.186
Si 0.159 1.877 26.209 0.029 -0.046 -0.017
Si 12.447 5.934 30.44 -0.07 0.079 0.129
Si 1.912 15.974 27.018 0.023 0.003 0.017
Si 4.506 17.162 27.482 0.033 0.146 0.067
Si 3.363 9.228 28.856 -0.041 -0.067 -0.081
Si 9.454 10.788 30.447 -0.004 -0.089 0.101
Si 5.676 13.409 23.582 0.073 -0.082 -0.081
Si 3.92 4.654 30.813 0.052 -0.006 0.048
Si 0.8 8.483 29.83 -0.065 0.07 -0.089
Si 13.476 14.652 24.568 -0.135 -0.129 -0.123
Si 4.165 14.86 29.344 -0.054 0.009 -0.001
Si 10.296 2.686 26.712 0.025 -0.028 0.045
Si 5.96 4.761 24.898 0.015 0.019 -0.109
Si 12.503 11.041 30.699 -0.086 0.078 0.192
Si 7.965 10.483 27.898 -0.038 0.03 0.033
Si 7.694 17.209 30.686 -0.068 0.072 0.066
Si 0.11 15.1 29.496 0.061 -0.027 -0.009
Si 7.74 11.226 23.686 -0.038 0.027 -0.147
Si 9.957 10.317 25.744 0.011 0.057 -0.133
Si 1.197 4.479 24.853 -0.075 -0.033 -0.124
Si 3.946 13.757 25.804 -0.082 0.058 0.006
Si 1.356 14.95 5.412 0.001 -0.003 -0.002
Si 4.109 1.339 5.392 0.01 -0.012 0.006
Si 1.365 4.072 5.427 0.001 0.004 0.011
Si 4.045 6.783 5.487 -0.013 -0.002 0.011
Si 1.345 9.539 5.46 -0.013 -0.004 0.01
Si 4.06 12.279 5.398 -0.021 0.005 0.007
Si 6.771 14.983 5.352 0.012 0.019 -0.002
Si 9.521 1.309 5.489 0.01 0.008 0.005
Si 6.789 4.065 5.464 0.014 0.016 0.006
Si 9.543 6.796 5.477 -0.001 -0.003 0.02
Si 6.8 9.566 5.481 -0.019 -0.001 0.008
Si 9.49 12.302 5.409 -0.007 0 0.001
Si 12.23 14.981 5.403 -0.002 0.003 0.005
Si 14.951 1.34 5.404 0.001 -0.009 0.017
Si 12.27 4.048 5.532 0.001 -0.006 0.008
Si 15.001 6.8 5.512 0.007 0.01 0.015
Si 12.23 9.513 5.435 -0.024 0.001 -0.002
Si 14.977 12.23 5.435 0.011 0 0.009
Si 2.726 16.317 6.761 -0.004 -0.004 0.006
Si 5.436 2.692 6.802 0.003 -0.011 -0.001
Si 2.692 5.425 6.832 -0.004 0.015 -0.002
Si 5.428 8.174 6.805 -0.001 0.006 0.004
Si 2.731 10.901 6.787 0.003 -0.008 0.002
Si 5.42 13.639 6.755 -0.01 0.009 -0.006
Si 8.141 16.27 6.797 0.016 -0.009 0.001
Si 10.866 2.7 6.84 -0.008 0.006 0.007
Si 8.157 5.434 6.811 0.019 0.009 0.01
Si 10.895 8.163 6.827 0.004 -0.015 -0.002
Si 8.167 10.928 6.808 0.002 0.008 -0.002
Si 10.87 13.628 6.778 -0.015 0.001 0.009
Si 13.591 16.322 6.784 -0.003 0 -0.007
Si 16.322 2.698 6.774 0.012 0.001 -0.005
Si 13.628 5.434 6.852 -0.004 0.005 0.006
Si 0.017 8.178 6.85 0.009 -0.004 0.007
Si 13.592 10.883 6.791 0.011 -0.004 -0.003
Si 16.334 13.591 6.793 0.002 -0.014 0.001
Si 1.364 1.347 8.137 -0.006 -0.003 -0.004
Si 4.072 4.057 8.161 -0.013 0 -0.005
Si 1.367 6.805 8.196 0.013 0.016 0.013
Si 4.077 9.535 8.163 -0.004 0.007 0.001
Si 1.37 12.244 8.162 -0.002 -0.001 -0.005
Si 4.076 14.972 8.147 0.007 -0.004 -0.002
Si 6.804 1.341 8.157 -0.002 0.001 0.002
Si 9.511 4.077 8.18 -0.005 -0.006 0.011
Si 6.797 6.809 8.157 -0.001 -0.01 -0.006
Si 9.525 9.545 8.157 0.007 0.005 -0.002
Si 6.781 12.277 8.141 0.01 -0.005 -0.002
Si 9.512 14.949 8.171 -0.005 0.002 0
Si 12.245 1.349 8.175 -0.005 -0.001 -0.005
Si 14.989 4.06 8.175 0.012 0.022 -0.009
Si 12.245 6.795 8.186 -0.013 -0.007 0.006
Si 14.946 9.53 8.175 -0.002 -0.023 -0.01
Si 12.232 12.256 8.14 -0.003 -0.006 -0.01
Si 14.959 14.957 8.14 0.001 -0.007 -0.005
Si 16.322 16.313 9.506 0.002 0.002 -0.006
Si 2.711 2.705 9.519 -0.001 -0.003 0
Si 16.328 5.431 9.539 0.002 -0.001 0
Si 2.731 8.17 9.534 0 -0.012 0
Si 16.322 10.887 9.521 0.003 0.002 -0.008
Si 2.727 13.608 9.517 0.003 -0.004 -0.001
Si 5.436 16.319 9.52 -0.007 -0.003 -0.005
Si 8.154 2.708 9.525 0.008 0.003 0
Si 5.439 5.432 9.509 0.003 0.009 -0.002
Si 8.161 8.175 9.512 0.001 0.007 -0.001
Si 5.442 10.9 9.512 -0.011 -0.003 -0.005
Si 8.148 13.601 9.527 0.008 -0.006 -0.003
Si 10.875 16.317 9.525 -0.008 0.002 0.005
Si 13.609 2.712 9.527 -0.003 0 -0.008
Si 10.878 5.436 9.535 0 0.004 0
Si 13.601 8.159 9.537 0.002 0.002 -0.002
Si 10.885 10.895 9.519 -0.003 -0.004 0.004
Si 13.597 13.607 9.508 -0.005 -0.004 -0.003
Si 1.366 14.965 10.877 0.003 -0.01 0
Si 4.075 1.356 10.88 0.001 -0.002 0.003
Si 1.364 4.067 10.89 -0.001 0.013 0.002
Si 4.089 6.795 10.878 -0.006 0.015 0
Si 1.358 9.522 10.884 0.002 -0.01 0
Si 4.082 12.248 10.883 0.004 0 -0.002
Si 6.798 14.969 10.886 0.004 0 0
Si 9.523 1.362 10.888 0.005 -0.002 0.003
Si 6.795 4.074 10.877 0.003 -0.008 -0.002
Si 9.515 6.81 10.878 -0.004 -0.003 -0.001
Si 6.802 9.534 10.874 0.001 0.006 -0.002
Si 9.515 12.244 10.88 -0.009 -0.003 0.003
Si 12.241 14.963 10.88 -0.012 -0.004 -0.004
Si 14.967 1.35 10.882 0.013 0 -0.002
Si 12.245 4.072 10.887 -0.001 0.013 0.004
Si 14.959 6.789 10.889 -0.007 -0.006 -0.001
Si 12.238 9.526 10.881 0.003 -0.001 -0.002
Si 14.959 12.251 10.872 -0.007 -0.006 -0.004
Si 2.717 16.327 12.251 0.003 0.004 -0.002
Si 5.436 2.714 12.238 -0.013 0.002 0
Si 2.728 5.432 12.237 0.009 -0.003 0.005
Si 5.447 8.16 12.231 0.008 -0.005 -0.003
Si 2.723 10.88 12.24 -0.006 0.003 0
Si 5.437 13.613 12.245 0.003 -0.007 0
Si 8.161 16.328 12.247 -0.003 0.003 0.001
Si 10.884 2.72 12.252 -0.007 -0.001 0.001
Si 8.157 5.44 12.232 0.002 0.008 -0.002
Si 10.883 8.16 12.24 -0.001 0.006 0.005
Si 8.16 10.888 12.246 0.011 -0.003 0.004
Si 10.872 13.613 12.235 0.003 -0.008 -0.004
Si 13.6 16.323 12.246 -0.001 -0.01 0.003
Si 16.322 2.708 12.25 -0.008 -0.004 0.005
Si 13.606 5.425 12.252 -0.003 0.007 0
Si 16.322 8.15 12.237 0 -0.005 0.002
Si 13.602 10.886 12.231 -0.001 -0.004 0.003
Si 16.323 13.606 12.232 0 0.007 -0.001
Si 1.361 1.363 13.624 0 -0.003 0.005
Si 4.077 4.067 13.6 0.008 0.004 0.006
Si 1.36 6.784 13.593 -0.005 0 0.006
Si 4.083 9.509 13.593 0 -0.009 0.003
Si 1.358 12.24 13.591 0.001 -0.005 0.003
Si 4.084 14.977 13.61 -0.004 0 0.004
Si 6.799 1.366 13.605 0.011 -0.003 -0.001
Si 9.519 4.089 13.6 -0.006 0.009 -0.002
Si 6.794 6.791 13.595 0.005 0.004 0.002
Si 9.526 9.522 13.596 -0.008 -0.007 0.011
Si 6.802 12.261 13.602 -0.004 0.002 0.003
Si 9.525 14.977 13.609 0.001 -0.005 -0.006
Si 12.244 1.365 13.618 0.002 0.004 0.01
Si 14.961 4.058 13.617 0.005 -0.001 0.002
Si 12.238 6.785 13.599 0.008 -0.005 0
Si 14.956 9.512 13.584 -0.009 0.01 0.001
Si 12.238 12.253 13.578 -0.009 0.007 -0.008
Si 14.974 14.97 13.597 0.003 -0.009 0.003
Si 16.311 16.332 14.985 -0.004 -0.005 0.002
Si 2.728 2.721 14.986 0.002 0.006 -0.005
Si 16.342 5.406 14.961 -0.003 0.004 0.001
Si 2.723 8.136 14.95 0.01 -0.004 0.004
Si 16.32 10.862 14.94 -0.001 0.003 0.001
Si 2.705 13.617 14.945 0 -0.004 -0.004
Si 5.448 16.335 14.982 -0.004 0.003 0
Si 8.149 2.741 14.959 -0.007 0.001 -0.01
Si 5.431 5.423 14.956 -0.005 -0.003 0
Si 8.172 8.141 14.94 0.007 -0.003 0.003
Si 5.441 10.885 14.939 0.007 0.007 -0.005
Si 8.153 13.635 14.969 0 0.005 -0.003
Si 10.878 16.338 14.982 -0.002 -0.003 0.002
Si 13.601 2.712 15.001 0.004 -0.002 0.01
Si 10.89 5.425 14.974 -0.008 -0.003 0.002
Si 13.603 8.144 14.944 -0.002 -0.005 -0.003
Si 10.885 10.901 14.942 0.008 0.004 0.002
Si 13.607 13.604 14.931 -0.003 -0.002 -0.005
O 1.996 16.681 32.343 0.401 0.108 -0.143
O 1.014 14.395 23.148 0.056 0.114 0.451
O 3.852 3.8 32.176 -0.269 0.037 -0.061
O 5.279 2.058 28.203 -0.201 0.031 -0.286
O 13.431 9.905 30.047 -0.08 0.029 -0.621
O 10.533 8.956 25.132 -0.161 -0.336 0.213
O 10.081 13.809 25.384 -0.065 -0.261 -0.71
O 3.482 6.369 22.925 -0.483 -0.528 -0.025
O 0.938 9.651 30.955 -0.032 -0.177 0.546
O 14.6 8.71 32.037 -0.086 0.431 -0.194
O 10.777 13.512 22.107 -0.196 0.08 0.611
O 5.048 4.033 29.862 0.165 0.048 -0.321
O 9.038 5.961 27.699 0.016 0.305 0.08
O 8.391 5.016 32.977 0.044 0.035 -0.293
O 13.47 15.601 33.119 0.113 0.075 -0.289
O 3.563 8.752 30.396 -0.402 0.088 0.326
O 3.173 12.425 25.295 0.514 -0.19 -0.502
O 11.517 17.282 32.401 0.107 -0.165 -0.268
O 8.661 11.967 22.607 -0.186 -0.049 0.046
O 1.683 12 29.976 -0.019 0.515 0.156
O 13.559 5.417 22.111 -0.005 0.055 0.517
O 7.039 13.656 28.546 0.157 -0.327 -0.126
O 8.165 16.266 22.013 -0.046 -0.102 0.322
O 13.487 4.731 30.134 -0.035 -0.388 -0.554
O 5.377 8.147 22.197 0.126 0.108 0.563
O 10.846 3.408 25.391 -0.317 0.479 -0.393
O 9.711 14.533 32.357 -0.056 0.624 -0.114
O 7.109 9.891 23.034 -0.024 -0.062 0.217
O 6.685 14.393 22.847 0.078 0.294 0.236
O 13.62 10.886 22.112 0.131 0.032 0.626
O 2.846 14.852 26.288 0.046 0.102 -0.207
O 5.975 7.922 30.162 0.545 0.097 0.311
O 5.332 12.618 33.032 0.102 0.058 -0.26
O 2.448 4.666 30.117 -0.146 -0.445 -0.732
O 12.742 14.835 23.143 -0.051 0.331 0.138
O 15.665 16.504 29.662 0.019 0.123 0.354
O 12.028 9.079 23.026 0.216 -0.122 0.136
O 1.507 4.149 23.302 0.195 0.12 -0.045
O 10.123 3.16 32.07 0.055 0.115 -0.324
O 12.493 10.929 32.327 0.031 -0.286 -0.014
O 15.115 7.105 23.296 -0.11 0.546 -0.029
O 7.112 4.097 28.281 0.282 -0.141 -0.265
O 3.613 10.822 28.659 0.647 0.2 -0.032
O 11.902 6.86 24.474 -0.098 -0.229 -0.056
O 4.504 8.415 28.02 -0.269 -0.089 -0.752
O 4.957 6.038 25.021 0.423 0.393 0.339
O 4.575 12.775 22.621 -0.249 0.242 0.223
O 15.531 8.392 29.519 -0.127 0.031 -0.671
O 16.009 1.99 27.753 0.33 0.337 0.11
O 5.201 3.367 25.275 -0.341 -0.035 0.484
O 6.772 10.383 32.328 -0.142 -0.104 -0.467
O 9.379 11.995 31.532 0.04 -0.033 0.436
O 2.886 10.068 33.288 -0.059 0.166 -0.478
O 7.526 13.98 26.056 -0.145 0.295 -0.198
O 13.145 12.506 30.334 -0.219 0.333 -0.108
O 4.762 8.263 32.604 0.189 -0.168 0.111
O 1.699 10.2 25.496 0.011 -0.01 0.197
O 1.066 3.145 25.762 0.373 -0.057 0.196
O 14.646 3.881 32.358 -0.368 0.397 0.054
O 8.517 11.231 29.214 -0.183 0.269 0.022
O 7.647 13.796 31.068 -0.55 -0.382 0.306
O 8.312 5.624 22.161 -0.054 -0.129 0.117
O 12.719 13.51 25.41 0.288 -0.195 -0.016
O 13.21 7.332 30.201 0.062 0.229 -0.449
O 1.003 14.774 30.823 -0.262 -0.166 -0.061
O 6.956 1.576 24.421 -0.138 0.129 -0.458
O 2.882 7.918 24.926 0.162 0.081 0.432
O 14.578 17.043 23.001 0.055 -0.217 0.205
O 3.379 13.538 28.849 -0.074 0.095 0.05
O 0.228 7.979 25.292 -0.19 0.31 0.369
O 15.002 2.609 30.101 0.333 -0.389 0.145
O 1.783 8.881 28.571 -0.33 -0.002 -0.451
O 14.151 6.842 25.812 0.254 0.404 0.435
O 11.371 13.436 27.648 0.219 -0.562 0.326
O 9.312 9.969 27.171 0.349 -0.226 0.361
O 11.601 15.808 28.92 0.382 -0.254 0.386
O 1.105 11.816 32.484 -0.348 0.612 -0.253
O 11.584 3.935 22.939 -0.376 0.146 -0.035
O 16.173 5.367 24.992 -0.189 -0.346 0.369
O 14.846 13.751 32.033 0.401 0.041 -0.276
O 4.838 14.337 24.6 -0.204 0.656 -0.238
O 7.042 9.207 28.174 -0.104 -0.17 -0.084
O 5.43 2.031 33.228 -0.117 -0.237 -0.026
O 16.206 2.603 22.144 -0.13 0.073 0.212
O 1.691 12.073 27.38 -0.637 -0.041 0.187
O 13.551 17.529 28.435 0.187 0.126 -0.368
O 1.55 5.416 32.392 0.221 -0.238 -0.117
O 3.223 15.86 30.188 -0.203 0.501 -0.304
O 7.097 11.546 27.056 -0.065 -0.26 -0.533
O 9.438 15.177 27.51 -0.425 0.52 0.151
O 10.756 7.602 33.326 0.146 0.252 -0.312
O 11.525 1.943 29.989 0.319 0.305 0.039
O 9.291 17.331 30.854 0.077 -0.23 -0.01
O 4.537 1.574 23.364 0.196 0.344 0.141
O 13.077 4.62 25.074 0.463 -0.248 0.172
O 2.88 17.16 27.601 -0.376 0.395 0.209
O 0.581 12.571 25.055 -0.402 0.087 0.099
O 11.118 11.443 25.864 0.331 -0.158 0.183
O 9.997 13.946 29.81 0.234 0.099 0.053
O 8.888 2.088 26.158 -0.282 0.355 0.331
O 11.03 10.731 30.09 0.054 0.099 -0.323
O 4.271 6.201 31.13 0.03 0.063 0.314
O 1.231 9.077 23.143 -0.223 -0.236 0.087
O 1.034 15.21 28.158 -0.042 -0.106 -0.019
O 2.477 5.367 25.279 0.168 -0.028 0.625
O 15.298 13.93 29.441 -0.301 0.052 -0.549
O 3.24 14.323 32.339 -0.293 -0.147 -0.156
O 6.435 4.456 23.375 -0.255 -0.155 0.057
O 8.796 9.371 30.923 0.298 -0.51 -0.379
O 0.07 2.022 33.121 -0.017 -0.141 -0.288
O 4.874 15.721 28.157 0.555 -0.082 -0.019
O 12.077 5.835 32.02 -0.286 -0.145 -0.123
O 5.074 13.234 26.851 -0.19 -0.338 0.375
O 16.363 7.304 33.255 0.22 -0.172 -0.376
O 11.15 5.786 29.461 -0.378 0.09 0.307
O 15.633 12.412 22.801 0.083 -0.234 0.23
O 2.747 10.934 22.113 0.117 0.139 0.551
O 8.72 10.835 24.871 -0.107 0.159 0.023
O 9.41 1.654 23.473 0.246 0.278 0.197
O 7.211 5.087 25.884 0.219 -0.214 -0.09
O 5.329 14.424 30.354 -0.016 -0.267 0.643
O 11.208 17.828 27.329 -0.084 -0.427 -0.491
O 13.476 16.121 25.252 -0.163 0.071 0.747
O 16.11 4.946 30.43 0.024 0.101 -0.257
O 15.036 14.292 24.458 0.112 0.246 0.338
O 1.298 7.056 30.364 0.277 -0.026 -0.042
O 11.093 12.798 33.541 0.079 0.164 -0.345
O 7.427 7.566 32.488 -0.062 0.041 -0.597
O 10.309 3.818 27.864 -0.011 -0.275 0.414
O 9.911 7.546 22.945 -0.234 -0.048 0.01
O 7.382 16.016 29.648 -0.038 -0.03 -0.398
O 8.875 9.569 33.426 0.138 0.741 0.106
O 6.537 12.181 24.2 -0.295 -0.023 0.594
O 7.041 2.27 30.152 0.033 0.128 0.403
O 6.501 6.646 27.889 -0.071 -0.211 0.171
O 2.731 16.215 22.33 0.054 0.037 0.24
O 15.167 1.875 25.289 0.13 0.58 -0.096
O 7.089 16.747 32.11 0.175 -0.576 -0.108
O 12.793 2.102 24.273 -0.17 -0.321 -0.269
O 8.739 16.043 25.084 -0.11 -0.104 -0.11
O 15.534 11.618 30.7 -0.248 -0.168 0.018
O 11.713 5.972 26.936 -0.076 0.33 0.279
O 0.928 16.771 26.005 -0.229 -0.159 -0.622
O 4.906 17.174 25.915 -0.117 -0.549 -0.231

Results
total energy: -101653.115 eV
total energy less fixed offsets of O -438.35, Si -107.03 eV per atom: 0.085 eV
